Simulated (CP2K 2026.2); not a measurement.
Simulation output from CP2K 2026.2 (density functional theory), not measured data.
Periodic cell of 504 atoms, Si360O144, from a study of silicon, its oxide and their interface. The atomic structure is a simulated model.
Doubt: the forces sum to 1.02 eV/angstrom along one axis rather than to zero, so they err by at least 0.0020 eV/angstrom per atom on average; the grid cutoff is modest.

Settings
functional: PBE
method: Gaussian and plane waves
basis set: DZVP-MOLOPT-SR-GTH
pseudopotentials: GTH-PBE
grid cutoff: 350 Ry, relative cutoff 50 Ry
k points: Gamma only
occupations: fixed
spin: none
net charge: 0

Cell vectors (angstrom)
a 16.32 0 0
b 0 16.32 0
c -5.7217 4.7102 33.3995

Atoms and the computed forces on them: element, x, y, z (angstrom), force x, y, z (eV/angstrom)
Si 1.07 15.029 0.015 0.324 -0.095 0.621
Si 3.74 1.477 0.038 0.39 -0.198 0.676
Si 1.586 3.842 0.069 -0.241 0.28 0.716
Si -1.262 11.331 33.236 -0.295 0.134 0.692
Si -4.638 14.569 33.378 0.16 -0.19 0.72
Si 4.475 11.994 0.131 -0.279 0.084 0.704
Si 7.046 14.591 0.309 -0.014 0.196 0.661
Si 4.069 5.804 33.354 -0.186 0.108 0.677
Si 6.566 4.274 0.03 0.112 -0.125 0.731
Si 9.702 6.726 0.062 -0.278 0.22 0.722
Si 6.595 9.702 0.213 0.21 -0.072 0.739
Si 9.427 12.554 0.164 0.109 -0.24 0.624
Si 6.298 19.871 33.302 0.188 -0.103 0.718
Si 15.228 1.064 0.031 -0.201 0.188 0.649
Si 11.843 4.421 0.341 0.113 -0.095 0.789
Si 14.672 6.885 0.272 0.221 0.044 0.708
Si 6.935 13.984 33.262 -0.362 0.292 0.717
Si 15.253 12.153 0.073 -0.283 0.062 0.727
Si 2.688 16.179 1.33 -0.015 0.003 -0.071
Si 5.406 2.66 1.276 -0.016 0.002 -0.044
Si 2.773 5.528 1.185 0.032 -0.011 -0.079
Si 5.41 8.122 1.416 0 -0.005 -0.055
Si 2.728 10.908 1.314 0.017 -0.008 -0.051
Si 5.51 13.473 1.602 -0.022 -0.004 -0.042
Si 8.215 16.317 1.355 0.024 0.005 -0.063
Si 10.778 2.679 1.428 0.004 -0.03 -0.039
Si 8.118 5.486 1.323 -0.005 -0.01 -0.027
Si 10.947 8.284 1.272 0.016 0 -0.037
Si 8.228 10.91 1.383 0.011 0.013 -0.063
Si 10.95 13.706 1.435 0.017 0.028 -0.049
Si 13.579 16.296 1.285 -0.029 0.015 -0.052
Si -0.033 2.713 1.339 0.031 -0.009 -0.05
Si 13.49 5.454 1.629 -0.004 0.017 -0.035
Si 0.018 8.184 1.295 0.009 0.027 -0.053
Si 13.64 10.911 1.255 0.008 -0.019 -0.074
Si 0.016 13.599 1.502 -0.01 -0.01 -0.028
Si 1.34 1.307 2.691 -0.004 -0.006 0.028
Si 4.067 4.094 2.625 -0.025 -0.006 0.027
Si 1.401 6.821 2.623 -0.001 -0.016 0.001
Si 4.013 9.488 2.717 0.002 0.025 0.024
Si 1.437 12.252 2.766 -0.004 -0.019 0.023
Si 4.085 14.926 2.748 -0.013 0.01 0.009
Si 6.805 1.363 2.662 0.01 0.007 0.006
Si 9.412 4.077 2.731 -0.019 0.023 0.036
Si 6.806 6.804 2.754 0.013 0.003 0.017
Si 9.577 9.549 2.702 -0.009 -0.031 0.01
Si 6.883 12.142 2.885 0.016 -0.015 0.047
Si 9.552 15.007 2.795 -0.026 -0.011 0.025
Si 12.261 1.364 2.704 0.013 -0.018 0.025
Si 14.953 4.039 2.758 -0.002 -0.013 0.028
Si 12.155 6.914 2.822 -0.029 0.018 0.043
Si 14.972 9.546 2.683 -0.001 0.009 0.03
Si 12.277 12.228 2.676 0.013 0.009 0.005
Si 14.892 14.955 2.74 -0.004 0.014 0.024
Si -0.033 16.313 4.077 0.009 0.007 -0.002
Si 2.711 2.722 4.012 0.001 -0.012 -0.014
Si 0.033 5.452 4.014 0.004 0.01 0.001
Si 2.688 8.14 4.086 0.008 0.009 0.012
Si 0.018 10.884 4.069 0.006 -0.01 -0.008
Si 2.75 13.601 4.141 -0.006 -0.006 0.017
Si 5.454 16.326 4.049 0.01 0.004 0.005
Si 8.096 2.719 4.098 0.006 -0.002 0.006
Si 5.423 5.414 4.057 -0.003 -0.009 -0.017
Si 8.195 8.172 4.067 -0.001 -0.01 -0.003
Si 5.426 10.799 4.12 0.003 -0.012 -0.017
Si 8.204 13.608 4.147 0.012 0.016 -0.007
Si 10.916 16.352 4.121 -0.012 0.013 -0.01
Si 13.599 2.696 4.107 -0.012 -0.018 0.018
Si 10.807 5.451 4.084 0.013 0.002 -0.011
Si 13.612 8.221 4.103 0.006 0.012 -0.013
Si 10.91 10.905 4.075 -0.006 0.01 -0.014
Si 13.588 13.572 4.098 0.009 0.013 0.007
Si 1.341 14.949 16.329 0.004 -0.01 -0.005
Si 4.06 17.696 16.332 0.003 -0.019 0.001
Si 1.376 4.109 16.363 0.002 0.011 0
Si 4.066 6.806 16.382 0.005 0.001 -0.004
Si 1.363 9.497 16.384 0.002 0.001 -0.004
Si 4.043 12.208 16.329 0.005 -0.013 -0.001
Si 6.786 14.958 16.255 -0.007 0.002 -0.012
Si 9.533 17.648 16.219 0.01 -0.013 -0.009
Si 6.773 4.114 16.271 -0.005 -0.002 -0.004
Si 9.511 6.783 16.286 -0.003 -0.004 -0.013
Si 6.791 9.497 16.335 0.002 -0.021 -0.008
Si 9.494 12.219 16.306 -0.018 0.004 -0.004
Si 12.261 14.977 16.288 -0.002 0.004 -0.006
Si -1.376 17.694 16.328 0 0.002 -0.006
Si 12.284 4.084 16.3 0.015 0.008 -0.002
Si -1.313 6.81 16.346 -0.012 0.026 0.003
Si 12.27 9.547 16.282 -0.009 0.023 -0.005
Si -1.355 12.232 16.326 -0.001 0.006 -0.008
Si 2.703 16.307 17.677 -0.007 0.011 0.019
Si 5.389 2.816 17.651 -0.006 0.012 -0.005
Si 2.716 5.46 17.789 0 -0.005 0.002
Si 5.465 8.137 17.737 0.015 0.013 0.008
Si 2.701 10.867 17.752 0.001 0.011 0.016
Si 5.44 13.588 17.603 -0.004 0.005 -0.007
Si 8.141 16.338 17.577 -0.008 -0.015 0.012
Si 10.939 2.631 17.557 -0.01 -0.019 -0.016
Si 8.16 5.409 17.649 0.017 0.027 0.009
Si 10.874 8.192 17.571 0.01 0.003 -0.019
Si 8.129 10.865 17.699 0.01 0.017 0.012
Si 10.878 13.609 17.591 0.002 -0.006 0.006
Si -2.718 16.32 17.705 -0.001 -0.005 0.02
Si -0.037 2.769 17.673 -0.008 -0.008 0.003
Si -2.679 5.457 17.679 -0.014 -0.04 0.015
Si 0.031 8.13 17.785 0 -0.012 0.001
Si -2.69 10.864 17.696 0.001 0.007 0.018
Si -0.024 13.595 17.704 0.002 -0.005 -0.01
Si 1.289 17.682 18.98 -0.007 0.011 -0.034
Si 4.066 4.097 19.165 0.036 -0.016 -0.001
Si 1.374 6.779 19.23 -0.036 0.023 0.005
Si 4.134 9.543 19.097 0.009 -0.019 -0.017
Si 1.292 12.234 19.1 -0.006 -0.03 -0.027
Si 4.107 14.916 18.978 -0.01 0.017 -0.018
Si 6.805 17.775 18.879 0.023 -0.004 -0.017
Si 9.571 3.954 18.853 -0.023 -0.01 -0.037
Si 6.821 6.721 19.088 -0.011 -0.011 -0.023
Si 9.51 9.45 18.99 -0.013 -0.005 -0.002
Si 6.772 12.288 19.022 0.007 -0.002 0
Si 9.519 14.989 18.909 -0.005 -0.002 -0.028
Si 12.253 17.703 19.058 -0.014 0.011 -0.002
Si -1.338 4.129 19.113 0.022 0.015 -0.022
Si 12.24 6.879 18.914 0.018 0.009 -0.019
Si -1.334 9.511 19.119 -0.005 0.02 -0.003
Si 12.206 12.243 18.962 0.001 0.019 -0.037
Si -1.389 14.939 19.081 0 -0.02 -0.01
Si -0.048 16.352 20.396 -0.003 -0.005 0.037
Si 2.605 19.01 20.393 -0.003 0.019 0.054
Si 0.002 5.418 20.647 -0.002 -0.005 0.038
Si 2.816 8.165 20.507 0.014 0.019 0.052
Si -0.026 10.882 20.568 0.022 0.011 0.053
Si 2.718 13.596 20.374 0.006 -0.014 0.028
Si 5.46 16.417 20.176 -0.022 -0.006 0.004
Si 8.248 18.983 20.289 0.018 -0.011 0.042
Si 5.517 5.358 20.579 0.001 0.009 0.051
Si 8.249 8.066 20.415 0.008 -0.025 0.044
Si 5.452 10.992 20.468 -0.009 0.007 0.035
Si 8.192 13.642 20.295 -0.002 -0.01 0.046
Si 10.825 16.336 20.325 0.013 -0.006 0.081
Si -2.75 19.102 20.444 -0.004 0.008 0.027
Si 10.921 5.372 20.069 0.018 -0.017 0.024
Si -2.769 8.147 20.405 -0.016 0.002 0.044
Si 10.85 10.839 20.284 -0.003 0.03 0.04
Si -2.811 13.587 20.394 -0.014 -0.027 0.074
Si 1.609 15.233 21.611 -0.096 -0.084 -0.656
Si 3.837 17.421 21.546 0.126 0.063 -0.737
Si 1.06 3.662 21.911 0.096 0.268 -0.714
Si 4.519 7.117 21.814 -0.413 -0.392 -0.691
Si 1.682 9.751 21.808 -0.212 -0.045 -0.736
Si 3.794 12.094 21.833 0.267 0.093 -0.669
Si 7.083 15.349 21.432 0.08 -0.073 -0.653
Si 9.34 17.48 21.746 0.19 0.126 -0.649
Si 7.178 4.081 21.767 -0.272 -0.023 -0.596
Si 9.398 6.296 21.52 -0.168 0.251 -0.683
Si 6.745 9.399 21.615 0.277 0.296 -0.719
Si 9.7 12.381 21.586 -0.251 -0.086 -0.74
Si 11.82 14.697 21.624 0.316 0.105 -0.734
Si -1.269 17.855 21.749 -0.113 -0.102 -0.609
Si 12.412 4.472 21.624 0.068 -0.218 -0.669
Si -1.65 6.654 21.835 0.219 0.101 -0.649
Si 12.328 9.697 21.684 -0.108 -0.18 -0.732
Si -1.806 11.962 21.749 0.233 0.074 -0.768
Si 1.861 12.794 26.106 0.011 -0.006 0.035
Si 7.71 12.072 26.531 -0.029 0.079 -0.016
Si 5.443 15.203 28.338 -0.012 -0.005 -0.054
Si -2.725 17.489 24.483 -0.008 -0.046 -0.164
Si 6.372 8.059 26.932 -0.136 0.049 -0.038
Si 0.017 17.657 25.67 0.032 -0.001 0.018
Si -3.535 14.443 30.472 -0.07 0.072 0.034
Si 3.944 16.192 30.887 0.065 -0.022 -0.009
Si -1.759 16.987 30.577 0.053 -0.012 0.058
Si 0.671 16.802 28.563 0.037 -0.03 0.033
Si -3.995 19.008 30.438 -0.02 -0.023 0.161
Si 9.758 19.626 29.213 0.019 0.062 -0.122
Si -4.46 9.509 27.865 0.013 -0.05 -0.007
Si 10.981 19.198 23.885 -0.113 -0.102 -0.103
Si 9.245 14.894 26.217 0.111 -0.076 0.04
Si 4.622 12.417 27.305 0.132 -0.007 0.043
Si 2.943 7.064 28.48 0.024 -0.048 0.087
Si 2.012 6.95 31.357 0.136 -0.071 0.092
Si 0.589 14.967 24.463 -0.009 -0.033 -0.013
Si 6.362 8.952 30.842 -0.009 0.038 0.068
Si 4.733 4.406 28.878 -0.153 0.072 0.163
Si 10.154 14.674 29.011 -0.148 0.024 0.058
Si -1.573 9.959 28.131 -0.077 0.118 -0.052
Si 6.868 6.284 29.227 0.108 -0.1 0.041
Si 10.954 7.795 23.735 0.072 0.055 -0.047
Si 1.653 3.958 24.97 0.034 -0.102 -0.181
Si 2.652 18.608 29.739 0.064 -0.017 -0.075
Si 8.984 10.295 30.937 -0.056 -0.012 0.174
Si 4.71 9.67 28.688 -0.045 0.023 0.027
Si 7.5 15.192 30.432 0.119 -0.07 0.05
Si -4.246 6.939 26.348 -0.017 0.001 0.068
Si 5.741 18.41 23.822 0.195 0.083 -0.205
Si 0.757 6.521 26.345 -0.012 0.035 -0.037
Si 9.599 5.988 30.49 -0.113 0.14 0.054
Si 12.066 15.017 24.644 -0.147 0.022 -0.024
Si -1.656 6.961 28.086 -0.052 -0.035 -0.064
Si 8.407 7.191 25.189 -0.037 -0.136 -0.065
Si 1.015 13.656 28.983 -0.073 0.129 0.01
Si 2.69 13.333 31.382 -0.011 -0.054 0.139
Si 5.56 6.758 24.577 -0.07 0.165 -0.168
Si 7.846 11.259 23.747 0.016 -0.02 -0.073
Si 4.677 4.067 25.862 -0.165 0.105 -0.115
Si -0.106 8.45 24.006 -0.065 -0.149 -0.128
Si 10.012 4.67 26.338 0.047 0.016 -0.031
Si -2.058 5.031 30.444 0.059 -0.051 0.117
Si -1.584 12.317 30.194 0.077 -0.066 0.114
Si 5.686 13.611 23.613 -0.109 0.002 0.027
Si 9.794 11.7 28.527 -0.013 -0.006 0
Si -0.407 10.94 25.616 0.109 -0.043 -0.054
Si 0.583 20.536 31.106 -0.015 0.038 -0.026
Si 7.903 18.158 31.135 0.045 0.08 0.198
Si -5.167 8.411 30.558 0.088 -0.042 0.108
Si 6.451 15.848 25.501 -0.074 -0.02 -0.007
Si -1.873 13.236 24.606 -0.075 0.059 -0.145
Si 1.344 14.962 5.442 -0.001 0.006 0.01
Si 4.08 1.375 5.395 0.003 0.007 0
Si 1.366 4.081 5.397 -0.004 -0.013 0.001
Si 4.076 6.784 5.423 0 -0.002 0.006
Si 1.344 9.509 5.443 0.005 0.005 0.018
Si 4.102 12.216 5.465 0.003 0.001 0.013
Si 6.8 14.972 5.445 -0.003 0.007 0
Si 9.514 1.385 5.441 0 0.011 0.009
Si 6.758 4.076 5.459 0 0.003 0.009
Si 9.493 6.802 5.467 -0.014 -0.014 0.002
Si 6.812 9.478 5.461 0.005 0.006 0.011
Si 9.562 12.243 5.475 -0.011 -0.012 0.005
Si 12.243 14.948 5.463 -0.001 -0.008 0.005
Si 14.957 1.346 5.462 -0.003 -0.008 0.014
Si 12.219 4.092 5.414 0.005 0.024 0.002
Si 14.98 6.807 5.399 -0.002 -0.007 0.001
Si 12.256 9.559 5.463 -0.002 -0.005 0.001
Si 14.979 12.239 5.444 0.001 -0.019 0
Si 2.721 16.334 6.773 -0.007 0.001 -0.002
Si 5.414 2.709 6.807 -0.001 0.008 -0.002
Si 2.716 5.429 6.784 0.003 -0.001 0.001
Si 5.44 8.127 6.806 0.019 -0.014 -0.001
Si 2.716 10.865 6.803 0.001 0.001 -0.001
Si 5.45 13.6 6.808 0.011 0 -0.003
Si 8.161 16.331 6.802 -0.004 -0.006 -0.004
Si 10.873 2.741 6.8 -0.008 0.003 -0.006
Si 8.133 5.438 6.812 -0.009 0.005 0.008
Si 10.887 8.166 6.794 -0.001 -0.001 -0.001
Si 8.168 10.872 6.8 0.004 0.011 -0.009
Si 10.896 13.602 6.842 -0.004 -0.001 -0.007
Si 13.605 16.306 6.819 0.01 -0.003 -0.001
Si 0.006 2.732 6.781 -0.007 -0.002 0.005
Si 13.605 5.447 6.761 -0.001 -0.004 0
Si -0.006 8.15 6.801 -0.002 0.009 -0.008
Si 13.616 10.898 6.823 -0.006 0.007 0.001
Si 0.006 13.599 6.811 0.002 0.005 -0.001
Si 1.366 1.37 8.144 0.008 -0.001 -0.005
Si 4.066 4.077 8.161 0.008 -0.01 0.006
Si 1.361 6.792 8.149 -0.001 -0.002 -0.003
Si 4.083 9.507 8.155 0 0.002 -0.006
Si 1.364 12.234 8.164 -0.006 -0.002 -0.007
Si 4.072 14.965 8.147 0.004 -0.002 -0.011
Si 6.79 1.36 8.162 0.007 0.008 -0.007
Si 9.512 4.088 8.164 0.001 0.007 -0.001
Si 6.789 6.787 8.183 -0.012 -0.02 0.006
Si 9.525 9.514 8.163 -0.007 0 -0.006
Si 6.81 12.239 8.16 0.001 0.007 0.003
Si 9.514 14.967 8.169 0.001 -0.004 -0.004
Si 12.235 1.367 8.152 -0.007 -0.007 -0.012
Si -1.362 4.088 8.136 0.003 0.005 -0.004
Si 12.252 6.803 8.143 0 0.004 0.003
Si -1.355 9.515 8.167 -0.008 0.001 0.001
Si 12.257 12.244 8.19 0.007 0.012 0
Si -1.351 14.955 8.175 -0.014 -0.003 -0.003
Si 0.013 16.326 9.513 -0.004 -0.006 -0.003
Si 2.713 2.72 9.521 -0.006 0.008 -0.004
Si -0.004 5.44 9.509 -0.002 -0.005 0.004
Si 2.718 8.153 9.513 0.008 -0.008 -0.003
Si 0.005 10.876 9.525 0.002 -0.001 0.001
Si 2.721 13.602 9.517 -0.003 0.005 -0.002
Si 5.43 16.317 9.52 0.004 0.001 -0.003
Si 8.151 2.722 9.519 0 -0.002 0.005
Si 5.428 5.429 9.528 0.004 0.008 0.005
Si 8.16 8.158 9.522 -0.002 -0.004 -0.006
Si 5.439 10.879 9.512 0.008 0.004 -0.006
Si 8.159 13.599 9.525 -0.001 -0.003 0.001
Si 10.879 16.329 9.517 -0.002 0.002 -0.002
Si 13.604 2.727 9.504 0 -0.005 -0.004
Si 10.886 5.449 9.51 -0.005 -0.004 0
Si 13.603 8.157 9.521 -0.002 0.002 0.003
Si 10.885 10.871 9.526 -0.002 0.001 -0.01
Si 13.614 13.602 9.54 -0.001 0.001 0.005
Si 1.362 14.961 10.88 0.002 0.005 0
Si 4.071 17.68 10.882 -0.002 -0.002 0.002
Si 1.354 4.084 10.874 0.002 -0.009 0.008
Si 4.071 6.796 10.878 0.009 -0.011 0
Si 1.366 9.515 10.879 0 0.004 -0.007
Si 4.077 12.237 10.877 0 -0.002 -0.002
Si 6.788 14.954 10.881 0.008 -0.007 0.003
Si 9.513 17.681 10.875 -0.002 0 -0.006
Si 6.794 4.079 10.885 -0.007 0.004 -0.004
Si 9.525 6.802 10.88 0.003 0.006 0.004
Si 6.796 9.52 10.874 -0.004 0.002 -0.002
Si 9.518 12.23 10.876 0.007 0.005 -0.002
Si 12.245 14.969 10.872 -0.002 -0.001 0
Si -1.352 17.688 10.865 0.002 -0.001 0.004
Si 12.248 4.088 10.869 -0.005 0.003 0
Si -1.352 6.801 10.88 0.002 0 0.001
Si 12.247 9.515 10.887 -0.005 -0.005 0.001
Si -1.35 12.235 10.892 -0.012 0.005 0.001
Si 2.71 16.323 12.247 0.003 -0.006 0.003
Si 5.427 2.726 12.24 0.016 0.002 0.003
Si 2.712 5.441 12.239 -0.004 0.009 0
Si 5.427 8.165 12.229 0.004 -0.002 -0.003
Si 2.72 10.875 12.243 -0.001 -0.004 0.002
Si 5.428 13.596 12.246 -0.002 -0.002 0.003
Si 8.152 16.316 12.232 -0.001 0.001 0.002
Si 10.879 2.727 12.219 -0.008 -0.013 -0.001
Si 8.154 5.447 12.237 0.002 -0.003 0
Si 10.889 8.155 12.245 0 0.006 -0.001
Si 8.154 10.874 12.239 -0.003 0.002 0
Si 10.888 13.593 12.213 -0.003 0 -0.005
Si 13.614 16.324 12.224 -0.008 0.001 0.002
Si 0.004 2.723 12.235 0 0.008 0.003
Si 13.612 5.439 12.241 -0.002 -0.002 0.003
Si 0.01 8.16 12.242 0.002 0.001 0.001
Si 13.609 10.875 12.249 0.002 0.002 0.008
Si 0.009 13.597 12.246 0 -0.004 0.004
Si 1.351 17.688 13.611 0 -0.003 0.005
Si 4.065 4.086 13.604 0 0 0.003
Si 1.371 6.808 13.609 0.002 -0.002 0.004
Si 4.069 9.506 13.609 0.01 0.002 -0.001
Si 1.357 12.225 13.609 0.011 -0.003 0.003
Si 4.061 14.957 13.605 -0.003 0.005 0.005
Si 6.789 17.682 13.585 -0.004 -0.005 0.004
Si 9.522 4.084 13.584 0.003 0.01 0.006
Si 6.783 6.814 13.587 -0.01 0.013 -0.005
Si 9.522 9.516 13.595 0 -0.005 0.01
Si 6.778 12.219 13.599 0.008 0.004 0.012
Si 9.519 14.935 13.565 0.019 -0.011 -0.006
Si 12.249 17.689 13.565 -0.003 0.003 0.003
Si -1.336 4.088 13.603 -0.002 -0.01 0.005
Si 12.258 6.799 13.605 -0.001 -0.006 0.006
Si -1.342 9.518 13.607 -0.002 -0.003 0.003
Si 12.245 12.251 13.588 -0.02 0.013 -0.001
Si -1.351 14.966 13.595 -0.005 -0.003 0.007
Si -0.008 16.326 14.974 -0.001 0.004 0.002
Si 2.705 2.735 14.975 0.001 0.009 0.012
Si 0.027 5.452 14.973 0.01 -0.003 0.001
Si 2.718 8.158 14.996 0.001 -0.008 0.003
Si 0.015 10.86 14.992 -0.01 0.003 0.002
Si 2.705 13.589 14.968 -0.006 -0.001 0.001
Si 5.415 16.34 14.946 0.016 -0.008 -0.002
Si 8.147 2.73 14.932 0.003 -0.009 0.007
Si 5.407 5.476 14.951 0.013 0.013 -0.003
Si 8.151 8.16 14.949 0.005 0.007 0.002
Si 5.421 10.856 14.974 -0.011 -0.009 0.003
Si 8.153 13.581 14.928 -0.007 0.001 0.005
Si 10.898 16.296 14.89 -0.015 -0.003 -0.004
Si 13.612 2.72 14.932 -0.006 -0.01 0.005
Si 10.894 5.43 14.949 -0.006 -0.002 0.002
Si 13.631 8.153 14.967 0.006 0.002 0.002
Si 10.882 10.892 14.939 0.023 0.005 0.007
Si 13.617 13.598 14.951 0.004 0.003 0.003
O 6.773 12.441 23.583 -0.097 -0.067 -0.181
O 0.396 7.744 25.361 0.267 0.245 0.438
O 0.619 16.568 24.629 0.419 0.121 -0.27
O 2.791 16.277 22.089 -0.038 0.022 0.35
O 1.153 8.881 23.083 0.2 -0.391 0.176
O 5.576 8.337 21.935 0.019 0.211 0.338
O 10.514 6.712 22.633 0.167 -0.328 0.001
O -1.6 17.439 32.125 -0.015 0.683 0.118
O 6.074 14.701 22.513 -0.213 0.235 0.062
O 4.967 9.583 30.291 -0.361 0.189 0.366
O 4.611 16.764 32.269 0.415 0.124 -0.136
O 7.303 9.908 23.062 -0.077 -0.426 0.287
O 11.087 18.718 29.425 0.121 -0.552 -0.317
O 1.86 17.928 28.488 -0.051 0.291 -0.643
O 8.954 6.252 31.958 -0.317 0.289 0.035
O -1.333 8.446 28.6 0.295 0.035 0.502
O 3.511 12.102 32.033 0.183 -0.274 -0.233
O 8.341 5.196 22.164 0.118 -0.05 0.396
O 1.178 15.271 28.813 0.401 0.184 -0.073
O 4.505 18.151 22.826 -0.154 0.441 0.034
O 2.516 18.324 33.14 -0.068 0.113 -0.284
O 12.024 15.411 23.072 0.121 0.415 -0.119
O -0.793 9.841 24.485 -0.418 0.031 -0.415
O 0.908 14.591 22.929 -0.117 -0.307 0.042
O 7.145 6.923 24.169 0.2 -0.191 -0.432
O 11.346 8.229 27.017 -0.501 0.064 0.056
O 3.44 6.484 31.997 0.31 -0.094 -0.518
O 4.422 6.758 23.415 -0.438 -0.045 0.225
O 5.084 10.271 33.168 0.154 0.054 -0.478
O -2.734 6.911 26.883 0.188 0.182 -0.244
O 3.725 8.464 28.256 -0.039 0.145 -0.423
O 11.58 9.096 23.013 0.011 0.268 0.452
O 9.072 14.827 30.225 0.34 -0.271 0.402
O 11.343 5.537 26.705 0.103 -0.066 0.462
O -3.428 13.631 24.784 -0.12 -0.593 0.368
O 9.619 8.901 30.45 -0.337 -0.427 -0.103
O 1.769 19.798 30.341 0.191 0.297 -0.264
O -2.801 5.538 22.242 0.078 -0.153 0.299
O 10.777 10.684 27.769 0.002 0.113 -0.351
O 8.312 11.523 27.915 -0.369 -0.528 0.166
O 2.047 7.317 29.796 -0.5 0.473 -0.066
O 10.65 20.974 33.069 0.132 0.23 -0.283
O 0.339 19.765 32.495 -0.582 0.011 -0.03
O 1.394 13.608 32.3 -0.252 -0.259 -0.156
O -2.896 10.81 22.172 0.092 -0.104 0.424
O -0.198 15.526 33.087 -0.172 0.087 -0.531
O 5.088 3.941 27.394 0.304 -0.191 -0.133
O 9.087 17.75 32.171 0.361 0.185 -0.238
O -3.387 20.488 30.259 -0.364 0.433 -0.447
O -0.391 10.298 27.091 0.48 -0.302 0.202
O 9.577 8.084 24.522 -0.252 0.393 0.263
O 8.069 15.826 25.627 0.288 0.561 -0.138
O -4.336 18.908 32.034 0.084 -0.554 0.116
O -0.211 10.119 32.892 0.151 -0.11 -0.29
O 3.769 5.711 28.821 -0.193 -0.061 -0.01
O 0.765 5.217 25.416 -0.54 -0.095 -0.316
O 6.1 4.902 29.626 0.233 -0.351 0.467
O 5.185 4.692 32.862 -0.057 0.116 -0.378
O 7.941 12.717 33.052 -0.036 0.109 -0.144
O 5.741 14.457 24.993 -0.19 -0.086 0.196
O 3.432 12.421 26.203 0.052 0.01 -0.311
O 2.147 6.808 27.105 0.375 -0.062 -0.051
O -2.195 6.208 29.38 -0.435 0.117 0.136
O 9.372 10.582 32.469 0.518 -0.206 0.055
O 6.771 14.479 31.702 -0.228 0.093 -0.218
O -0.898 14.493 24.889 -0.163 0.165 0.252
O -3.031 7.396 33.217 -0.158 0.141 -0.005
O 9.658 15.477 27.689 -0.078 0.512 0.098
O 1.509 8.27 32.129 0.166 0.225 -0.189
O 3.542 14.695 31.315 0.513 0.038 0.091
O 9.98 18.151 23.114 -0.107 -0.282 0.533
O -0.132 18.915 22.297 -0.139 0.035 0.33
O -1.565 12.06 25.651 -0.531 -0.169 0.343
O 5.209 19.065 25.164 0.013 -0.256 0.292
O -3.335 16.2 25.26 0.233 0.047 0.621
O -2.069 17.184 23.012 -0.145 -0.351 0.069
O 6.45 7.531 30.121 -0.065 -0.031 0.232
O -1.453 12.72 23.136 0.41 -0.013 0.017
O 2.778 17.292 30.677 -0.408 -0.032 0.181
O -2.977 13.066 29.829 -0.377 -0.408 -0.586
O -4.584 8.938 31.955 0.061 0.328 -0.077
O 10.992 6.817 30.366 0.492 -0.266 -0.058
O 4.283 11.176 28.301 -0.396 0.113 0.31
O 5.302 7.903 25.709 -0.617 0.204 0.105
O -1.567 12.047 31.801 0.069 0.311 0.034
O -1.1 7.475 23.159 -0.013 0.058 0.223
O -3.964 18.507 24.359 0.128 0.011 0.353
O 9.679 11.475 30.111 0.333 0.413 0.4
O 12.047 7.158 24.742 0.491 -0.261 -0.322
O 5.445 5.311 25.234 0.432 -0.03 -0.137
O 8.479 6.214 29.338 0.225 0.022 -0.509
O 6.63 8.477 32.356 0.165 -0.548 -0.146
O -0.326 6.282 27.51 0.162 -0.496 0.302
O 6.101 12.224 26.662 -0.068 0.041 -0.325
O 6.071 9.347 27.845 0.471 0.433 -0.077
O 10.367 13.188 28.416 0.211 -0.092 -0.554
O 0.975 5.729 31.516 -0.258 -0.023 0.175
O 9.188 11.716 22.983 0.228 0.026 0.199
O 6.356 6.653 27.742 -0.021 -0.527 -0.339
O 11.429 4.011 22.832 -0.278 0.187 0.093
O 8.529 13.438 26.224 -0.135 0.035 -0.198
O 6.262 16.985 24.37 0.335 -0.263 -0.095
O 4.284 12.907 23.186 -0.37 -0.066 0.543
O -2.89 17.942 29.966 -0.128 -0.124 -0.446
O 10.032 4.467 30.292 0.197 -0.298 0.554
O 10.808 13.481 22.029 0.174 -0.065 0.491
O -1.819 5.591 31.937 0.177 0.103 -0.158
O 7.422 10.156 30.596 -0.215 0.557 -0.45
O 8.454 18.839 29.769 -0.361 -0.139 -0.363
O 6.767 19.437 23.056 0.083 -0.115 0.151
O 4.701 16.126 29.454 0.153 0.496 -0.033
O -2.293 15.467 30.54 0.39 -0.347 0.103
O 1.04 11.627 25.317 0.102 -0.064 -0.593
O 10.59 14.897 25.297 -0.002 -0.231 -0.066
O -1.507 18.098 25.347 -0.207 0.537 0.25
O 7.87 8.165 26.36 0.526 0.327 0.441
O 1.156 12.94 27.553 -0.367 -0.234 0.052
O -0.723 20.475 30.163 -0.077 -0.245 -0.693
O 8.056 11.046 25.325 0.4 -0.457 0.08
O 1.768 3.994 23.347 0.458 0.005 0.217
O -0.379 17.138 29.753 0.101 0.094 0.129
O 4.576 13.866 28.04 -0.503 0.094 0.268
O 0.974 18.94 25.547 0.157 -0.133 0.266
O 4.068 19.38 29.52 0.229 -0.166 0.159
O 1.706 14.222 25.361 0.294 0.144 0.255
O 5.775 16.043 26.982 -0.385 0.402 -0.04
O 10.588 15.719 32.97 -0.073 -0.199 -0.17
O -4.257 9.047 29.404 0.341 0.292 0.066
O 2.195 13.016 29.891 0.203 -0.356 -0.276
O -4.727 15.109 29.604 0.074 0.582 -0.138
O -4.034 14.051 31.964 0.086 -0.661 0.084
O -3.015 10.045 27.38 0.12 0.463 -0.399
O 3.09 4.157 25.65 -0.061 -0.046 0.085
O 7.233 16.773 30.654 -0.279 0.059 -0.221
O -0.382 13.276 29.694 -0.17 0.33 0.137
O 6.82 14.72 29.042 0.463 -0.346 -0.062
O -1.515 10.913 29.419 0.001 -0.229 0.139
O -0.022 16.944 27.119 -0.414 -0.373 0.048
O 2.733 10.924 22.304 -0.087 0.027 0.27
O 8.179 16.366 22.141 0.127 0.137 0.206
O 6.887 19.14 31.951 -0.18 -0.062 -0.261
O 8.932 5.76 25.781 -0.375 -0.086 0.252
O 9.571 20.173 27.688 -0.337 -0.217 -0.049
O 10.271 3.57 25.167 -0.2 -0.258 0.081

Results
total energy: -101653.310 eV
total energy less fixed offsets of O -438.35, Si -107.03 eV per atom: -0.110 eV
